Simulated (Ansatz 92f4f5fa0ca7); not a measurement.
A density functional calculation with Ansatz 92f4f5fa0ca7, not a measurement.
Periodic cell of 223 atoms, Si133O90, from a study of silicon, its oxide and their interface. The atomic structure is a simulated model.
Doubt: the cutoff is far below the 930 eV that the study's wrapper takes by default for these files, so forces and energies are approximate.
This geometry differs little from another in the collection (a relaxation step or a small displacement).

Settings: functional PBE; potential files Ansatz PAW; basis plane waves; wave-function cutoff 580 eV; density cutoff ratio 5; exchange-correlation grid ratio 1; k mesh 1 x 1 x 1, Gamma-centred; self-consistency stop 5e-08 eV per atom in the density residual; occupations fixed; spin none; net charge 0.

Cell vectors (angstrom)
a 10.938 0 0
b 0 10.938 0
c 0 0 32.3533

Atoms and the computed forces on them: element, x, y, z (angstrom), force x, y, z (eV/angstrom)
Si 0.3408 -0.2899 24.7585 0.0057 -0.0216 -0.019
Si 5.2927 0.2909 25.0602 0.0128 0.0079 -0.0375
Si 3.0723 2.4785 25.0252 0.0135 0.0037 -0.0878
Si 7.9481 2.9312 25.0164 -0.0134 -0.0075 -0.0578
Si -0.2006 5.6645 24.7906 -0.0069 0.0083 -0.0112
Si 5.7574 5.1771 24.9081 -0.005 -0.0151 -0.0123
Si 2.6238 8.4049 24.6571 -0.009 0.0114 -0.0105
Si 8.4949 7.908 24.8327 0.0119 -0.0149 -0.0123
Si 1.4078 1.2958 26.181 0.0105 -0.0155 0.0051
Si 6.8368 1.4068 26.3893 0.0014 -0.007 0.0008
Si 4.1762 4.0934 26.2906 0.0075 0.0067 -0.0024
Si 9.6061 4.1128 26.1879 -0.0085 0.0191 0.0061
Si 1.423 6.8456 26.064 -0.0119 0.0149 0.0066
Si 6.8997 6.8004 26.1838 0.0148 -0.0129 0.0039
Si 4.1044 9.5344 26.1587 -0.0186 0.0079 0.0088
Si 9.6508 9.5347 26.1165 0.02 -0.0104 -0.0004
Si 2.7545 -0.046 27.5805 0.012 0.0021 -0.0062
Si 8.2642 -0.0495 27.5543 -0.0148 0.0137 0.0084
Si 0.0252 2.7034 27.5317 -0.0015 0.0036 0.0088
Si 5.4712 2.7494 27.688 -0.0082 -0.0037 0.0111
Si 2.7327 5.4839 27.534 0.0092 -0.0106 -0.0016
Si 8.2329 5.4481 27.5903 -0.0011 -0.0013 -0.0073
Si 0.0482 8.1752 27.5341 -0.0005 -0.0018 0.0015
Si 5.4917 8.1775 27.5289 -0.0023 0.0023 0.0077
Si 4.1018 1.3673 28.9351 -0.2411 -0.2698 0.3994
Si 9.5708 1.3673 28.9351 0.1582 -0.0945 -0.1399
Si 1.3673 4.1018 28.9351 0.0267 -0.0173 -0.3067
Si 6.8362 4.1018 28.9351 0.3052 0.2663 0.6287
Si 4.1018 6.8362 28.9351 0.0164 0.0203 -0.2162
Si 9.5708 6.8362 28.9351 0.2257 0.043 -0.033
Si 1.3673 9.5708 28.9351 0.0022 -0.175 0.0865
Si 6.8362 9.5708 28.9351 0.1083 -0.1502 -0.2448
Si 0 0 30.3023 0.018 0.0161 -0.0186
Si 5.469 0 30.3023 -0.0374 0.0712 -0.0131
Si 2.7345 2.7345 30.3023 -0.0106 -0.0545 0.0035
Si 8.2035 2.7345 30.3023 -0.0503 0.076 -0.0025
Si 0 5.469 30.3023 -0.0592 0.0335 -0.0129
Si 5.469 5.469 30.3023 0.067 0.0167 0.0034
Si 2.7345 8.2035 30.3023 -0.0313 0.0573 -0.017
Si 8.2035 8.2035 30.3023 0 0.01 -0.0166
Si 1.3673 1.3673 31.6696 -0.0242 -0.0036 -0.0013
Si 6.8362 1.3673 31.6696 0.043 -0.0646 -0.0167
Si 4.1018 4.1018 31.6696 0.0192 0.0058 -0.0197
Si 9.5708 4.1018 31.6696 0.032 -0.0434 -0.0161
Si 1.3673 6.8362 31.6696 0.0898 -0.0328 -0.0267
Si 6.8362 6.8362 31.6696 -0.0195 -0.0091 -0.009
Si 4.1018 9.5708 31.6696 0.0009 -0.0443 -0.0231
Si 9.5708 9.5708 31.6696 -0.0145 0.0261 -0.0159
Si 2.7345 0 0.6835 0.0604 -0.0064 -0.0153
Si 8.2035 0 0.6835 -0.0546 0.0493 0.0048
Si 0 2.7345 0.6835 -0.0209 0.0222 0.0499
Si 5.469 2.7345 0.6835 -0.0435 0.0426 0.0399
Si 2.7345 5.469 0.6835 -0.0895 0.0374 -0.0006
Si 8.2035 5.469 0.6835 0.0111 -0.0137 -0.0196
Si 0 8.2035 0.6835 -0.0227 0.0068 0.0319
Si 5.469 8.2035 0.6835 0.0291 0.0214 0.0448
Si 4.1018 1.3673 2.0507 -0.116 -0.1442 0.0181
Si 9.5708 1.3673 2.0507 -0.018 -0.1472 -0.0148
Si 1.3673 4.1018 2.0507 0.1485 0.0406 -0.0094
Si 6.8362 4.1018 2.0507 0.06 0.0603 0.0243
Si 4.1018 6.8362 2.0507 -0.0288 -0.067 0.0124
Si 9.5708 6.8362 2.0507 -0.1314 -0.1066 0.0048
Si 1.3673 9.5708 2.0507 0.0685 0.0817 0.0029
Si 6.8362 9.5708 2.0507 0.0994 0.0436 0.0086
Si 0 0 3.418 -0.0283 0.3077 -0.3662
Si 5.469 0 3.418 0.0721 0.1784 -0.0112
Si 2.7345 2.7345 3.418 -0.2488 0.1192 -0.1241
Si 8.2035 2.7345 3.418 -0.1131 0.0994 0.3537
Si 0 5.469 3.418 -0.2026 -0.2049 0.1208
Si 5.469 5.469 3.418 -0.0093 -0.0756 0.1511
Si 2.7345 8.2035 3.418 0.0478 0.0177 0.0054
Si 8.2035 8.2035 3.418 -0.0638 -0.0468 -0.3012
Si 1.2224 1.4975 4.7703 -0.0042 -0.006 -0.0033
Si 6.8011 1.3898 4.8243 0.0001 -0.0068 0.0123
Si 4.1342 4.0291 4.794 -0.0086 0.0118 0.0106
Si 9.5385 4.1126 4.8497 0.0113 -0.0045 0.0063
Si 1.3655 6.8201 4.7641 0.0083 0.0009 0.0116
Si 6.7899 6.9009 4.7833 0.009 -0.015 0.0091
Si 4.0774 9.6179 4.7714 0.0098 0.0004 0.008
Si 9.6089 9.5445 4.7195 -0.0172 0.025 0.0136
Si 2.6668 0.1362 5.9648 -0.0106 0.0041 -0.0043
Si 8.1806 -0.0809 6.0331 0.0211 -0.0082 -0.0267
Si -0.1781 2.7195 6.3784 -0.001 -0.0102 -0.0028
Si 5.4384 2.6835 6.3357 0.0004 0.0085 -0.0057
Si 2.6655 5.3603 6.0653 0.0165 -0.0107 -0.0069
Si 8.1638 5.533 6.1502 -0.0135 0.014 -0.0053
Si 0.0395 8.2182 6.118 -0.018 -0.0326 -0.0237
Si 5.3867 8.2527 6.1939 -0.0139 -0.0031 -0.0194
Si 3.6754 1.5454 7.5559 -0.0101 -0.0013 0.0186
Si 9.6208 0.89 7.6034 0.0005 0.0028 0.0096
Si 1.5265 3.8979 7.5584 0.0032 -0.0062 -0.0121
Si 6.5346 4.4582 7.4812 -0.0126 0.0042 0.0069
Si 4.1827 6.5853 7.3288 -0.0078 -0.0161 0.0066
Si 9.369 7.1408 7.4245 -0.009 -0.0008 0.0028
Si 1.1958 9.8898 7.297 0.0106 0.0788 0.0556
Si 7.0735 9.3549 7.4403 0.0311 0.025 0.035
O 9.6095 6.7889 24.3 -0.0091 -0.0095 0.0025
O 4.1789 1.3705 24.4684 -0.0226 0.0197 0.009
O 8.1951 8.2116 7.8854 -0.0022 -0.006 -0.0001
O 2.6477 2.7666 8.0252 0.0062 -0.0016 0.0037
O 6.8606 4.0363 24.4197 0.0127 -0.0076 0.0045
O 1.4646 9.5305 24.2176 0.0034 0.0165 0.0017
O 5.3596 5.5545 7.8409 0.007 -0.0013 0.0009
O 0.0111 -0.0423 7.8375 0.0131 -0.0256 -0.0083
O 7.119 4.0744 8.9613 -0.0055 0.0035 -0.0142
O 6.7144 10.2141 8.8249 -0.0093 -0.0126 -0.0148
O 10.1752 6.6754 8.7881 -0.0067 0.0076 -0.0056
O 2.0778 9.5548 8.6396 -0.0159 -0.0053 -0.0254
O 3.906 0.6172 8.9258 0.0003 0.0072 -0.0085
O 1.0484 4.6972 8.9332 0.0017 0.0009 0.0038
O 8.8757 0.7971 9.1053 -0.0001 -0.0028 -0.0009
O 3.3676 7.1135 8.6444 0.0027 -0.006 -0.0149
O 7.7707 8.5345 23.4868 0.0065 -0.0053 0.0052
O 8.5453 2.0722 23.7631 -0.0067 0.0114 0.033
O 5.0971 5.7902 23.5372 0.0045 -0.0037 0.0119
O 2.4776 3.2501 23.7172 -0.0076 0.0156 0.0235
O 10.6212 0.4261 23.4177 0.0004 0.0001 0.0013
O 0.425 4.943 23.4325 0.0068 -0.0077 -0.0072
O 3.3837 7.7999 23.2856 -0.0081 0.0052 0.0073
O 6.1622 10.6618 23.8044 -0.0176 0.0118 0.0334
Si 9.5585 2.5471 19.9381 -0.0038 0.0028 0.011
Si 5.5839 6.6982 19.6401 0 -0.0035 0.0031
Si 8.0041 3.4055 14.558 0.01 -0.0053 0.0085
Si 13.3192 3.2316 13.3519 0.0068 0.0101 -0.0089
Si 4.6652 1.4281 13.5969 0.0089 0.0013 0.0029
Si 5.0231 7.2145 14.3225 0.0092 -0.0016 -0.0052
Si 4.0162 5.4641 12.2705 0.0015 -0.0001 -0.0029
Si 4.0144 6.4591 22.5232 0.0073 -0.0072 0.0029
Si 9.6601 10.8952 14.3741 -0.2013 0.2134 -0.0927
Si 6.8268 5.5281 12.643 0.005 0.0053 0.0048
Si 7.318 1.9108 12.1804 0.0035 -0.0092 -0.0143
Si 3.3174 13.5127 17.8273 0.005 -0.0023 0.0003
Si 7.988 4.371 10.2944 -0.0005 -0.0056 0.0072
Si 9.1909 7.8072 14.6507 0.0263 0.0339 -0.054
Si 7.5575 0.5111 18.4741 0 -0.0025 -0.0109
Si 9.781 5.1775 16.261 -0.0069 -0.0053 -0.0114
Si 7.7121 9.6857 16.2936 0.0156 0.0306 -0.0468
Si 2.1873 11.3423 12.4156 -0.0063 0.0171 -0.0345
Si 7.9959 15.8608 18.786 0.0013 -0.0026 -0.0071
Si 12.4859 13.4857 20.068 -0.005 -0.0033 0.0192
Si -1.6447 1.0866 22.7199 0.0002 0.0223 0.004
Si 4.9397 10.0271 15.4038 0.014 -0.0013 -0.0025
Si 2.8577 10.9488 19.2467 -0.0008 0.0071 0.002
Si 5.5667 9.6672 20.1067 -0.0033 0.0059 0.0038
Si 10.75 5.4456 9.6957 0 -0.009 -0.0007
Si 7.1034 9.8452 22.7799 -0.0094 0.0036 0.0025
Si 6.2836 13.8303 17.0099 0.0026 -0.0027 -0.0032
Si -3.1164 -0.1927 9.9224 0.0043 0.0017 0.004
Si 1.7445 4.2676 16.0843 -0.0036 0.009 -0.0001
Si -1.6908 9.1512 11.9786 -0.0164 0.0191 0.0336
Si 1.0089 8.926 14.2593 -0.0306 0.0127 -0.0138
Si 3.4947 7.6254 10.1763 0.0059 -0.0021 -0.001
Si 1.7437 4.2829 22.714 0.013 -0.0619 -0.0016
Si 2.5411 9.147 16.9687 0.0172 -0.0098 0.0062
Si 14.0053 10.3503 9.6748 -0.0008 0.0022 -0.0037
Si 3.9835 6.4035 17.0688 -0.0016 -0.0062 -0.0074
Si 11.6836 -3.4931 11.7272 -0.006 -0.0028 -0.0026
O 5.0835 6.6928 15.8751 -0.0043 0.0015 0
O 3.7139 2.645 14.1142 -0.0026 -0.003 0.0042
O 6.6493 3.1921 15.4499 -0.0038 0.0015 -0.0004
O 3.9894 10.1235 20.0976 0.0079 -0.0047 -0.0018
O 4.2645 6.4319 10.9713 -0.0028 0.0006 0.0027
O 1.3307 3.3835 21.4353 0.025 0.0293 0.0445
O 4.0975 9.1623 10.2047 0.0003 0.0051 0.0041
O -3.3948 -5.2288 11.1656 0.0004 -0.0002 0.0005
O 10.653 -2.3053 11.3657 0.0103 -0.0041 0.0032
O 9.209 3.798 15.5818 -0.0013 0.0133 0.0063
O 5.44 4.6928 12.4279 -0.0049 -0.0005 -0.0006
O 3.561 10.1616 16.2224 -0.0071 -0.0051 0.0027
O 6.388 6.8801 13.4724 -0.0093 -0.003 -0.0003
O 10.3078 9.1245 14.6775 0.1483 -0.2537 0.0477
O 6.1033 9.633 16.4552 -0.0033 0.0005 0.0051
O 9.792 6.3802 15.1118 0.0035 -0.0107 0.0048
O 13.7688 4.3409 12.1986 0.0004 0.0011 0.0018
O 6.7423 1.3777 17.3635 -0.0018 -0.0001 0.0041
O 1.5522 8.6845 15.7542 0.0224 0.0078 0.018
O 1.9684 9.9121 18.3044 0.0001 -0.0019 -0.004
O 14.1541 7.7758 17.4878 -0.0063 0.0074 -0.0041
O 4.702 14.0863 17.2297 -0.0045 0.0001 0.0006
O 8.6671 12.3828 19.163 0.0016 0 0.001
O 5.7931 2.0711 12.6641 -0.0006 0.0032 0.0037
O 8.2305 2.0912 13.5678 0.0015 -0.0075 -0.0034
O 2.7576 5.4628 22.2478 -0.007 -0.0149 -0.0001
O 8.8842 14.9788 19.8486 0.0015 -0.0021 -0.0023
O 2.0822 10.952 10.8385 -0.0002 -0.0022 0.0019
O -3.1027 4.7143 13.6078 -0.0051 0.0017 -0.0009
O 10.7335 11.8288 14.941 0.0243 0.0133 0.0242
O 7.7984 3.1086 11.2471 -0.0024 0.002 0.0007
O 8.7465 7.9807 13.0745 0.0121 -0.0104 0.0157
O 2.7551 14.2061 19.2164 -0.0028 0.0009 -0.0032
O 12.4752 4.0592 14.4718 -0.0002 -0.0041 0.0015
O 8.2881 10.8294 22.2342 0.0022 0.0004 -0.0027
O 13.012 7.7766 10.9112 0.0067 0.0018 -0.0017
O 12.5687 1.9404 12.6532 -0.0059 -0.0111 0.0074
O 8.1895 10.6553 15.0792 0.0144 -0.0229 0.0054
O 4.7305 16.8892 18.4505 0.0022 -0.0004 0.006
O 8.3036 10.1875 17.7265 -0.0091 -0.0013 0.0017
O 5.3054 11.4852 14.7964 -0.0029 0.0022 0.0029
O 3.7809 0.3783 12.7279 0.0117 -0.0051 0.0055
O 7.0099 14.8467 18.0195 -0.0008 0.0026 0.0026
O -1.5097 10.5797 12.7546 -0.0089 -0.0043 0.0039
O 9.7137 2.0225 21.4704 -0.0081 -0.0117 0.0108
O 5.7572 8.283 19.2612 -0.003 0.0019 0.0023
O 2.9297 5.3161 16.4961 0.0017 0.0039 0.0017
O -2.5792 -1.5682 10.642 -0.0026 -0.0022 -0.0038
O 6.4784 21.8226 19.5432 -0.0014 -0.0036 0.0006
O 11.9542 7.5464 13.359 -0.0015 -0.0047 -0.0008
O 6.1107 9.3426 21.6047 0.0022 0.0005 -0.0028
O 2.1411 2.8185 16.7247 0.0008 -0.0062 0.0023
O 7.0825 16.9369 19.633 -0.003 0.0026 0.0004
O 7.2583 11.5506 11.2141 -0.0001 0.0043 0.0008
O 8.9466 16.5426 17.6164 -0.0018 0.0013 0.0052
O 1.9417 0.9406 20.2498 -0.0021 0.0056 -0.0079
O 3.7812 -4.4851 13.5673 -0.0044 -0.0017 0.0012
O 8.1577 8.177 15.8411 -0.0273 0.0107 0.03
O 0.2189 5.9924 11.1909 -0.0008 -0.0046 0.0032
O 4.8112 8.8349 14.2811 -0.0036 -0.0005 0.0044
O 11.0519 13.55 19.2839 0.0096 -0.0002 0.0079
O 4.7903 6.6541 21.0882 -0.0021 0.0012 -0.0033
O 1.5372 10.1609 13.3619 -0.0226 -0.0093 0.049
O 11.3148 4.8987 16.6976 0.0049 0.0006 0.0015
O 3.6047 1.0223 18.2061 -0.0031 -0.0003 -0.0007
O 9.5534 4.3725 9.8715 0.002 0.0022 0.0036

Results
free energy: -135733.053 eV
free energy less fixed offsets of O -568.88, Si -635.61 eV per atom: 2.277 eV

The program warned: the cutoff lies below the one the program advises for these potential files; the forces do not sum to zero within the program's tolerance; the exchange-correlation potential is rough where the density is thin.
